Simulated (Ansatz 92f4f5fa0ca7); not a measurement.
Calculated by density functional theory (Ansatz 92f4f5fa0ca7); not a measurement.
Periodic cell of 288 atoms, Si194O94, from a study of silicon, its oxide and their interface. The atomic structure is a simulated model.
Doubt: the cutoff is far below the 930 eV that the study's wrapper takes by default for these files, so forces and energies are approximate.
This geometry differs little from another in the collection (a relaxation step or a small displacement).

Settings
functional: PBE
potential files: Ansatz PAW
basis: plane waves
wave-function cutoff: 580 eV
density cutoff ratio: 5
exchange-correlation grid ratio: 1
k mesh: 1 x 1 x 1, Gamma-centred
self-consistency stop: 5e-08 eV per atom in the density residual
occupations: fixed
spin: none
net charge: 0

Cell vectors (angstrom)
a, 11.6015, 0, 0
b, 0, 10.938, 0
c, 0, 0, 41.4022

Atoms: element, x, y, z (angstrom)
Si, 0, 0, 0.9665
Si, 3.8672, 0, 0.9665
Si, 7.7343, 0, 0.9665
Si, 1.9336, 1.3673, 0.9665
Si, 5.8008, 1.3673, 0.9665
Si, 9.6679, 1.3673, 0.9665
Si, 0, 5.469, 0.9665
Si, 3.8672, 5.469, 0.9665
Si, 7.7343, 5.469, 0.9665
Si, 1.9336, 6.8362, 0.9665
Si, 5.8008, 6.8362, 0.9665
Si, 9.6679, 6.8362, 0.9665
Si, 1.9336, 2.7345, 40.4351
Si, 5.8008, 2.7345, 40.4351
Si, 9.6679, 2.7345, 40.4351
Si, 0, 4.1018, 40.4351
Si, 3.8672, 4.1018, 40.4351
Si, 7.7343, 4.1018, 40.4351
Si, 1.9336, 8.2035, 40.4351
Si, 5.8008, 8.2035, 40.4351
Si, 9.6679, 8.2035, 40.4351
Si, 0, 9.5708, 40.4351
Si, 3.8672, 9.5708, 40.4351
Si, 7.7343, 9.5708, 40.4351
Si, 0, 0, 4.8337
Si, 3.8672, 0, 4.8337
Si, 7.7343, 0, 4.8337
Si, 1.9336, 1.3673, 4.8337
Si, 5.8008, 1.3673, 4.8337
Si, 9.6679, 1.3673, 4.8337
Si, 0, 5.469, 4.8337
Si, 3.8672, 5.469, 4.8337
Si, 7.7343, 5.469, 4.8337
Si, 1.9336, 6.8362, 4.8337
Si, 5.8008, 6.8362, 4.8337
Si, 9.6679, 6.8362, 4.8337
Si, 1.9336, 2.7345, 2.9001
Si, 5.8008, 2.7345, 2.9001
Si, 9.6679, 2.7345, 2.9001
Si, 0, 4.1018, 2.9001
Si, 3.8672, 4.1018, 2.9001
Si, 7.7343, 4.1018, 2.9001
Si, 1.9336, 8.2035, 2.9001
Si, 5.8008, 8.2035, 2.9001
Si, 9.6679, 8.2035, 2.9001
Si, 0, 9.5708, 2.9001
Si, 3.8672, 9.5708, 2.9001
Si, 7.7343, 9.5708, 2.9001
Si, 4.8477, 3.4196, 29.7762
Si, 7.1562, -4.0351, 27.6839
Si, 5.7219, -4.2774, 20.6049
Si, -2.1885, 6.4568, 30.9061
Si, 10.4682, 4.0824, 31.0958
Si, 4.3767, -0.1765, 25.9201
Si, 0.1973, 6.0283, 21.0104
Si, 7.3287, 0.8338, 31.5164
Si, 5.9774, 4.6953, 31.4238
Si, -3.6766, 8.1775, 17.4875
Si, 1.9631, 7.9393, 32.5781
Si, 4.9953, 1.4312, 30.9271
Si, 1.565, 2.2963, 32.9535
Si, 9.0746, 2.4691, 32.1764
Si, 7.4138, 3.844, 33.0658
Si, 4.0151, 4.9097, 32.6386
Si, 1.152, 7.6701, 27.6131
Si, 3.8625, 2.5805, 32.7376
Si, 6, 8.2099, 32.4971
Si, 3.1996, 10.847, 30.6047
Si, 13.7153, 5.704, 31.5446
Si, 5.0239, 13.36, 24.5918
Si, 1.0469, 11.7077, 31.2882
Si, 3.8473, 9.3284, 32.3889
Si, -0.0422, -0.1304, 34.59
Si, 3.7095, -0.3288, 34.5137
Si, 8.0973, -0.0824, 34.6658
Si, 1.8686, 1.0985, 34.8775
Si, 4.846, 1.6485, 34.669
Si, 9.8255, 1.4468, 34.3462
Si, 0.0423, 5.5527, 34.7076
Si, 3.9421, 5.6867, 34.8067
Si, 7.7748, 5.5415, 34.6438
Si, 1.953, 6.9294, 34.7268
Si, 5.8968, 6.9806, 34.5991
Si, 9.7147, 6.9296, 34.5444
Si, 1.9254, 2.7291, 36.5965
Si, 5.7192, 2.7762, 36.5908
Si, 9.6582, 2.6939, 36.4477
Si, -0.032, 4.083, 36.5653
Si, 3.8407, 4.1446, 36.5959
Si, 7.7249, 4.0965, 36.5322
Si, 1.8945, 8.2643, 36.6326
Si, 5.8471, 8.2528, 36.5749
Si, 9.6403, 8.1665, 36.5733
Si, -0.0815, 9.554, 36.5883
Si, 3.8694, 9.5185, 36.5913
Si, 7.7755, 9.5916, 36.6156
Si, 0, 0, 38.5015
Si, 3.8672, 0, 38.5015
Si, 7.7343, 0, 38.5015
Si, 1.9336, 1.3673, 38.5015
Si, 5.8008, 1.3673, 38.5015
Si, 9.6679, 1.3673, 38.5015
Si, 0, 5.469, 38.5015
Si, 3.8672, 5.469, 38.5015
Si, 7.7343, 5.469, 38.5015
Si, 1.9336, 6.8362, 38.5015
Si, 5.8008, 6.8362, 38.5015
Si, 9.6679, 6.8362, 38.5015
Si, 1.9272, 2.7899, 6.6753
Si, 5.733, 2.7897, 6.9742
Si, 9.6423, 2.5797, 6.805
Si, -0.0602, 4.0026, 6.9259
Si, 3.8293, 4.174, 6.7678
Si, 7.7406, 3.9281, 6.5732
Si, 1.9485, 8.2317, 6.7383
Si, 5.8253, 8.187, 6.7924
Si, 9.7036, 8.2972, 6.6255
Si, 0.0277, 9.6173, 6.7778
Si, 3.8977, 9.532, 6.6683
Si, 7.7404, 9.566, 6.7728
Si, 0.0477, 0.0582, 8.7102
Si, 3.7556, -0.157, 8.6187
Si, 7.9022, -0.5156, 8.9952
Si, 1.9833, 1.3924, 8.5058
Si, 5.7635, 2.7202, 9.5777
Si, 9.5664, 1.2632, 8.8211
Si, -0.0385, 4.2015, 9.4316
Si, 3.8523, 5.5155, 8.7142
Si, 7.9066, 5.421, 8.27
Si, 2.1828, 7.2069, 8.8533
Si, 5.933, 6.6861, 8.6312
Si, 9.6577, 6.9875, 8.5083
Si, 2.407, -1.9331, 15.1869
Si, 7.5589, 4.3001, 10.2854
Si, 6.0869, 1.3655, 15.0187
Si, 1.3577, 1.0504, 12.0454
Si, 1.7446, 2.7834, 10.3605
Si, 3.7385, 5.0783, 12.5381
Si, 3.8284, 3.9152, 10.4543
Si, 2.8465, 9.1425, 10.0813
Si, 9.6174, 3.1157, 10.358
Si, 2.9215, 6.7673, 22.0495
Si, 6.567, 6.9013, 15.2069
Si, 12.7551, 9.6376, 17.6644
Si, -4.5617, -4.2318, 10.767
Si, 7.2611, -1.2608, 26.2546
Si, 9.4198, 1.4472, 18.6641
Si, -0.8982, 2.5493, 13.32
Si, 5.6285, -3.3338, 12.4057
Si, 5.7889, 0.2756, 9.8181
Si, 1.0841, 4.8483, 14.1477
Si, 2.5092, 7.1761, 17.3738
Si, 11.6647, 6.5365, 9.6835
Si, 0.7535, 10.0357, 10.7717
Si, 10.8571, 8.2191, 11.2354
Si, 8.7029, 8.391, 10.1613
O, 10.6171, 6.9447, 20.3422
O, 8.9022, 4.6792, 22.568
O, 23.8441, 11.941, 23.1158
O, 2.7289, 16.5164, 23.1619
O, 6.2451, 18.8207, 13.9342
O, 21.5423, -0.5693, 23.2364
O, 15.1913, 20.5073, 14.267
O, -1.1919, -2.8511, 15.4324
O, 11.3909, 27.518, 22.5478
O, -0.697, 3.0489, 22.3677
O, 2.7137, 7.5075, 15.7774
O, -11.0132, 3.6177, 17.6665
O, -5.0183, 18.0434, 29.2119
O, -6.067, 14.4138, 28.2614
O, 4.1082, 3.4012, 23.6785
O, -29.5104, 4.1316, 16.3315
O, 3.8524, -6.1552, 26.677
O, -7.254, -11.1889, 22.3847
O, -10.1017, 9.1059, 28.2981
O, -8.5107, 8.2467, 22.7231
O, 1.6275, 3.5124, 24.5862
O, -0.8941, 26.2008, 24.7333
O, -7.8748, -0.5884, 27.3427
O, 6.789, -5.5185, 14.5606
Si, 2.6254, -6.9755, 23.3859
Si, 9.3932, 17.1418, 19.5046
Si, -1.7298, 10.2025, 27.617
Si, -9.0918, 4.1769, 29.7079
Si, 0.1759, 21.9924, 20.0578
Si, -11.7838, 8.7579, 25.2143
Si, 12.2786, 2.2414, 22.0336
Si, -14.1086, 19.9942, 23.7546
Si, -1.6694, -3.5632, 28.8085
Si, -11.647, 10.4751, 22.9275
Si, 6.6947, 2.3222, 19.7824
Si, -13.4301, -2.7032, 32.4998
Si, -14.1108, 12.0145, 15.486
Si, -12.0963, 15.0083, 18.7903
Si, -9.139, 21.3778, 28.3686
Si, 0.4034, 3.7834, 25.6175
Si, 2.4771, -5.8278, 27.5373
Si, 4.815, 9.5922, 11.3387
Si, 0.1778, 12.5866, 27.8745
Si, -6.1709, 4.3359, 26.8768
Si, -5.8703, 33.4665, 22.2069
Si, 0.1718, -1.324, 32.504
Si, -11.7278, 29.5952, 14.2603
Si, -9.5874, 15.0294, 17.0266
Si, -15.3746, -1.2534, 32.6419
Si, -1.4895, 9.514, 16.1362
Si, -15.1041, 15.8567, 21.1295
Si, -5.8512, 4.1895, 14.764
Si, -6.2798, 7.3865, 17.8421
Si, -16.2406, 17.6336, 30.7939
Si, -19.0148, -1.6342, 23.2951
Si, -4.7336, 12.5617, 33.7232
Si, -22.6702, -8.1663, 29.877
Si, -4.811, 19.827, 22.1561
Si, 0.5056, 15.326, 32.7333
Si, -19.1694, -0.2219, 13.1794
Si, 4.8119, 2.865, 17.2454
Si, 10.4397, 4.4284, 23.1005
O, 1.8388, 15.0598, 15.4025
O, 8.2994, 21.3643, 27.2621
O, -18.7376, -6.6209, 13.7863
O, -5.8706, 1.5645, 20.8641
O, -6.455, 12.4575, 16.3598
O, 6.7761, -2.7137, 26.8129
O, -2.7979, 28.6467, 27.7374
O, 10.1189, 35.6512, 19.1512
O, 10.1583, -2.9255, 24.4555
O, -1.7012, 9.0324, 28.7704
O, -4.6518, 32.3872, 22.0202
O, 6.4539, 16.5498, 26.9684
O, 0.1459, -0.8895, 21.3542
O, 13.7346, 5.1116, 12.9189
O, -7.8193, -12.1556, 24.811
O, -10.9278, 9.5184, 24.0437
O, -11.3002, 15.5842, 20.1115
O, 5.9851, -0.2947, 26.0812
O, -1.3105, 11.1866, 19.3717
O, 19.5811, 31.4214, 24.8131
O, -5.6325, 1.5818, 23.5428
O, -21.6443, 22.6249, 27.7734
O, 5.3424, -4.1045, 16.3003
O, 8.8386, 31.3347, 17.1559
O, -7.5015, -9.5642, 25.4636
O, -10.3781, 8.0134, 17.9424
O, -5.3766, 8.216, 20.781
O, -11.8782, 10.017, 17.0542
O, -26.5336, 19.2518, 22.5489
O, -17.5467, 2.8535, 18.6342
O, -38.8851, 3.521, 20.5078
O, -1.9794, 2.2619, 14.5072
O, -17.4343, 17.2399, 18.9998
O, 6.7338, 38.5685, 21.4943
O, 11.4399, 14.9069, 13.596
O, 0.4381, -4.6856, 14.6342
O, -20.8397, 38.3986, 17.6006
O, -11.6438, 2.4392, 26.4385
O, 12.9133, 21.4358, 19.0231
O, -16.8073, 8.6271, 17.8724
O, 9.9111, 2.6067, 11.9064
O, -15.3479, 12.2928, 19.1418
O, -20.4124, 11.75, 12.8541
O, 15.8168, 6.4201, 21.1365
O, 21.6987, 5.2814, 18.3211
O, -10.9334, -9.3413, 20.5391
O, 13.2144, -4.1242, 21.0715
O, -0.1406, 6.9777, 28.351
O, 1.0553, 19.8006, 14.2695
O, -4.0893, 11.6304, 15.3757
O, -24.9542, 21.5862, 15.0073
O, 5.2822, 11.5006, 13.876
O, -2.1399, 12.3811, 17.0315
O, -17.3309, 3.3799, 25.6198
O, -20.0058, 3.05, 17.4755
O, -9.3536, 9.9983, 16.494
O, 0.2475, 12.3223, 13.2267
O, -14.6668, 7.3475, 18.7401
O, -18.9247, 17.5764, 12.5153
O, -12.45, -1.1481, 26.3008
O, -19.4103, -3.1427, 18.1859
O, 0.8245, 18.7178, 26.0098
O, -16.6967, -8.1248, 14.3847
O, -1.1208, 0.671, 28.1531
O, -0.8545, -3.2048, 12.8137
O, 12.6748, 15.7484, 26.7082
O, -9.1299, -4.1993, 27.7738
O, -15.3347, -3.6315, 16.0907
O, -5.9407, -2.3711, 23.311
O, 13.6108, 3.1822, 22.0852

Results
free energy: -176780.163 eV
free energy less fixed offsets of O -568.88, Si -635.61 eV per atom: 2.897 eV

Forces (eV/angstrom), in the order of the atoms: element, x, y, z
Si, -0.0087, 0.0614, 0.0069
Si, -0.0105, 0.0199, -0.0129
Si, 0.0057, 0.0571, 0.0321
Si, -0.0023, 0.0422, -0.0048
Si, -0.003, -0.1841, 0.0209
Si, 0.0138, -0.1102, -0.0159
Si, 0.0004, 0.142, 0.0222
Si, 0.0063, 0.0286, 0.0013
Si, 0.0051, -0.0608, -0.0442
Si, 0.0234, -0.0368, 0.0155
Si, 0.0032, -0.0897, 0.0075
Si, -0.0334, -0.0072, -0.0275
Si, -0.0184, -0.0594, 0.0406
Si, 0.0499, 0.1305, 0.0077
Si, -0.0145, 0.177, -0.0699
Si, -0.0152, -0.0812, 0.0313
Si, -0.0051, -0.0137, 0.0183
Si, -0.0143, 0.0325, 0.0029
Si, -0.0555, 0.0209, -0.0046
Si, -0.0004, 0.0638, 0.0028
Si, 0.0022, 0.0448, -0.0154
Si, 0.0109, -0.0513, 0.0058
Si, -0.0008, -0.0741, -0.0343
Si, -0.0234, -0.0302, 0.0071
Si, 0.0709, 0.1951, -0.0859
Si, 0.1711, 0.2017, -0.4358
Si, -0.0775, 0.1953, 0.1923
Si, -0.0294, -0.0403, -0.3945
Si, -0.1898, -0.0684, 0.8681
Si, 0.1382, -0.4556, -0.2665
Si, -0.1807, -0.0397, 0.878
Si, 0.0703, 0.248, -0.2187
Si, -0.0315, -0.0761, -0.5792
Si, -0.0519, -0.1389, 0.0633
Si, 0.0146, -0.1328, 0.1823
Si, 0.1476, -0.1408, -0.4423
Si, 0.0447, -0.0763, -0.0248
Si, 0.0127, 0.313, 0.1586
Si, -0.0434, 0.1029, 0.0264
Si, 0.0123, -0.2491, 0.1045
Si, -0.0351, -0.0275, -0.0217
Si, 0.0205, 0.1808, -0.1379
Si, -0.0518, 0.0338, -0.0481
Si, 0.0237, 0.0909, 0.0043
Si, -0.0105, -0.0573, -0.0897
Si, 0.0349, -0.0923, 0.0598
Si, 0.0055, 0.0093, -0.0213
Si, -0.0381, -0.0896, 0.0084
Si, -0.0223, 0.0277, -0.0103
Si, -0.0006, 0.003, -0.0182
Si, 0.0187, -0.0156, 0.0062
Si, -0.0269, -0.007, 0.0254
Si, 0.0201, -0.07, 0.038
Si, -0.0043, 0.0017, -0.0026
Si, -0.0093, -0.0076, 0.0063
Si, 0.0631, -0.0529, 0.0361
Si, -0.0732, 0.025, -0.0401
Si, 0.0019, -0.0146, 0.0057
Si, -0.0226, -0.0044, -0.0047
Si, -0.0108, 0.0132, 0.0048
Si, 0.0463, 0.0304, -0.0657
Si, 0.006, 0.0859, -0.0198
Si, 0.0381, -0.085, 0.0266
Si, -0.0046, -0.0145, -0.0274
Si, -0.0043, -0.0243, 0.0125
Si, -0.0523, -0.0306, 0.0918
Si, -0.0105, -0.0386, -0.027
Si, -0.0089, -0.0012, 0.0037
Si, 0.0096, -0.0066, 0.0092
Si, 0.003, 0.0019, -0.0059
Si, -0.0096, -0.0098, 0.0499
Si, -0.0194, 0.0013, 0.0114
Si, -0.0608, 0.0557, -0.0401
Si, -0.0262, -0.028, 0.0261
Si, 0.0446, 0.0042, -0.0866
Si, 0.0589, 0.016, 0.045
Si, -0.0554, 0.0847, -0.0743
Si, 0.1468, -0.0889, 0.054
Si, 0.0152, -0.0302, 0.0044
Si, 0.0083, -0.0119, 0.0009
Si, 0.0052, 0.001, 0.0508
Si, -0.0068, 0.0341, 0.0072
Si, -0.0067, 0.0011, -0.011
Si, 0.0191, 0.0003, -0.0095
Si, 0.0026, 0.008, -0.0376
Si, 0.0073, -0.0217, -0.0013
Si, -0.0099, -0.0066, -0.0032
Si, 0.0095, 0.0121, 0.0061
Si, -0.0241, -0.007, 0.0027
Si, -0.0091, 0.0173, 0.0041
Si, -0.0074, -0.031, 0.0052
Si, -0.0216, -0.0122, 0.0118
Si, 0.0123, 0.0053, -0.0082
Si, 0.0134, 0.0029, 0.0068
Si, 0.0032, 0.0235, -0.0059
Si, -0.0333, -0.0048, 0.0069
Si, -0.1307, 0.1364, -0.0493
Si, 0.0395, 0.149, -0.2129
Si, 0.1527, 0.3066, 0.305
Si, 0.0232, 0.0421, 0.2495
Si, -0.0734, -0.0731, -0.0603
Si, 0.0034, 0.0317, -0.4241
Si, 0.0093, -0.0564, 0.0298
Si, -0.1726, 0.3262, 0.2401
Si, -0.0232, -0.2708, 0.0072
Si, -0.0855, -0.0936, 0.1479
Si, 0.1485, -0.0315, -0.1898
Si, -0.0606, -0.2816, -0.0019
Si, -0.0029, -0.0138, -0.0107
Si, -0.0077, -0.0279, 0.004
Si, 0.004, -0.006, 0.0029
Si, -0.0064, 0.0189, -0.004
Si, 0.0142, 0.0016, -0.0122
Si, -0.0045, 0.0035, -0.0132
Si, -0.007, -0.0154, -0.0015
Si, 0.0139, 0.0014, -0.0149
Si, -0.008, 0.0033, -0.0098
Si, 0.0147, -0.0028, -0.006
Si, -0.0031, -0.0079, 0.005
Si, -0.0099, 0.0069, 0.0116
Si, -0.0248, 0.0023, 0.0038
Si, 0.0029, -0.0031, 0.0269
Si, 0.0062, 0.0211, -0.0247
Si, 0.0291, -0.0086, 0.0032
Si, 0.0155, -0.0063, 0.023
Si, 0.0015, -0.0237, 0.0048
Si, -0.0171, -0.0025, 0.0264
Si, 0.0247, 0.0128, -0.0012
Si, -0.0222, -0.0107, 0.0268
Si, -0.0012, 0.0218, -0.0203
Si, -0.0067, 0.0015, 0.0057
Si, 0.0003, 0.026, 0.0232
Si, 0.0082, -0.0073, -0.004
Si, 0.0248, -0.0398, -0.015
Si, 0.0021, -0.01, -0.0214
Si, 0.0051, -0.0296, -0.008
Si, 0.0024, 0.0273, -0.0095
Si, -0.0276, 0.0258, 0.0622
Si, 0.0058, -0.0086, -0.0053
Si, 0.0143, 0.0155, -0.0158
Si, -0.0013, 0.0105, -0.0158
Si, 0.0036, -0.0028, -0.0035
Si, -0.0032, 0.0005, -0.0014
Si, 0.0027, -0.0015, -0.0058
Si, -0.0153, 0.0498, 0.0292
Si, 0.0133, 0.0012, 0.0004
Si, -0.0082, 0.0149, 0.0062
Si, -0.0167, 0.026, -0.0042
Si, 0.0249, -0.0063, -0.0325
Si, -0.0088, 0.0281, -0.0164
Si, -0.0022, 0.008, -0.0079
Si, 0.0105, -0.0033, -0.0143
Si, -0.0064, -0.0037, 0.0194
Si, -0.0291, -0.0216, 0.0075
Si, -0.0044, 0.0013, -0.0413
Si, 0.0408, -0.0279, -0.0001
O, 0.0175, 0.0077, 0.003
O, 0.0209, 0.0015, 0.0056
O, 0.0044, -0.0016, -0.0005
O, 0.0012, -0.004, -0.0025
O, 0.0163, 0.0066, 0.0194
O, -0.0031, -0.003, -0.0001
O, 0.0064, 0.0168, -0.0394
O, 0.0083, 0.0049, -0.0065
O, 0.0097, -0.0036, -0.0024
O, 0.0152, -0.0017, 0.0022
O, -0.004, 0.0046, 0.0073
O, 0.0155, -0.0005, -0.0014
O, -0.016, -0.0043, -0.0164
O, 0.0053, -0.0029, 0.001
O, 0.0045, -0.0072, 0.0074
O, 0.0041, 0.0032, 0.0007
O, 0.0114, -0.0119, 0.0023
O, -0.0009, -0.0006, 0.0025
O, 0.0353, 0.0367, 0.0173
O, 0.0014, 0.0018, 0.0017
O, 0.0061, 0.0012, -0.0038
O, 0.0084, -0.003, 0.0038
O, -0.0213, -0.0014, 0.0406
O, 0.0006, 0.0103, 0.0006
Si, -0.0018, 0.0036, 0.008
Si, -0.0176, -0.0158, 0.0255
Si, 0.0054, 0.0132, 0.0304
Si, -0.0067, -0.0133, -0.0042
Si, -0.0031, 0.0048, -0.0031
Si, 0.0071, -0.0011, 0.0087
Si, -0.0118, 0.0002, 0.0005
Si, -0.0011, -0.0041, -0.0015
Si, 0.0124, 0.0268, -0.0483
Si, 0.0073, -0.0037, 0.0051
Si, 0.021, 0.0255, 0.0111
Si, 0.0052, 0.0108, -0.0129
Si, -0.0073, 0, 0.0173
Si, -0.0161, -0.0022, 0.0089
Si, -0.0399, -0.0199, -0.073
Si, -0.0121, 0.0014, -0.0101
Si, -0.0117, 0.0224, 0.003
Si, 0.0028, -0.0121, -0.0029
Si, -0.0317, -0.0091, -0.0354
Si, 0.0104, 0.0074, 0.0029
Si, 0.0062, -0.0002, -0.006
Si, 0.0175, -0.019, 0.002
Si, 0.0161, -0.0114, 0.0018
Si, -0.0032, 0.0022, -0.0091
Si, 0.0416, 0.0488, 0.0152
Si, -0.0001, -0.0059, 0.0107
Si, 0.0046, -0.0155, -0.0031
Si, 0.0103, -0.0056, -0.0059
Si, 0.0087, -0.0168, 0.0001
Si, 0.0487, 0, 0.0401
Si, 0.0001, -0.0041, 0.001
Si, -0.088, 0.0107, -0.0065
Si, 0.0047, 0.0562, -0.0202
Si, 0.0018, -0.0054, -0.0049
Si, -0.0101, -0.0047, -0.0015
Si, 0.0215, 0.0278, 0.1136
Si, 0.0111, -0.0031, 0.0024
Si, -0.0262, 0.0082, -0.0034
O, 0.0044, 0.0009, 0.0046
O, -0.005, -0.0111, -0.0102
O, -0.0077, 0.0023, -0.0305
O, -0.0009, -0.0068, 0.0053
O, 0.0047, 0.0001, -0.0013
O, 0.0081, 0.0083, -0.0056
O, -0.0026, -0.0057, 0.0231
O, 0.0084, -0.0056, -0.0041
O, -0.0002, -0.0037, -0.0045
O, 0.0017, 0.0071, -0.0057
O, 0.0032, -0.001, 0.0029
O, -0.0013, -0.0065, 0.0027
O, 0.0003, 0.0013, 0.0005
O, 0.0202, -0.0114, -0.008
O, 0.0051, 0.0064, 0.0085
O, -0.0042, 0.0001, -0.0053
O, 0.0015, -0.0034, -0.0023
O, -0.0007, -0.0074, -0.0031
O, 0.0065, -0.005, 0.0039
O, -0.0085, -0.0018, 0.0179
O, -0.0074, -0.0004, 0.0087
O, 0.0348, -0.0154, 0.0185
O, 0.0062, -0.0017, 0.0029
O, 0.0076, 0.0036, 0.0049
O, 0.0109, -0.0077, -0.0009
O, 0.0012, 0.0062, 0.0061
O, -0.003, 0.0082, 0.0076
O, 0.0029, 0.0001, -0.0035
O, 0.0071, 0.0031, 0.0113
O, -0.01, -0.0048, -0.0099
O, -0.0106, -0.0267, -0.0075
O, 0.009, -0.0052, -0.0002
O, -0.0014, 0.0087, -0.0066
O, -0.0126, 0.0126, -0.0041
O, -0.0017, -0.0148, 0.0056
O, 0.0003, 0.0136, -0.0038
O, -0.0013, -0.007, 0.0066
O, 0.01, 0.0001, 0.0242
O, 0.0005, -0.0037, 0.0013
O, 0.0047, 0.0086, 0.0028
O, 0.0034, -0.0049, 0.0245
O, 0.0091, -0.0076, -0.003
O, 0.0133, 0.0146, 0.0049
O, -0.0044, 0.0036, 0.0025
O, 0.0141, -0.0056, -0.0151
O, 0.0008, -0.0058, 0.0038
O, 0.0058, 0.0028, 0.0007
O, 0.0004, 0.0039, 0.002
O, -0.008, -0.0014, 0.0022
O, -0.0065, 0.0104, -0.0026
O, 0.0014, 0.0033, -0.0063
O, -0.0289, -0.0178, -0.0359
O, -0.0026, -0.0118, -0.0146
O, -0.0049, -0.0021, 0.0002
O, 0.0027, 0.0011, 0.0048
O, 0.0052, 0.0032, 0.0072
O, 0.0087, -0.0067, 0.0032
O, -0.0105, 0.0244, -0.0253
O, -0.019, -0.0197, -0.0083
O, 0.0005, -0.0065, -0.0025
O, -0.0044, 0.0046, 0.0091
O, -0.0017, -0.0019, -0.0045
O, 0.0011, -0.0072, 0.014
O, -0.0079, -0.0068, -0.0021
O, -0.0083, -0.0084, 0.0345
O, 0.0031, -0.0062, 0.0088
O, 0.0019, -0.0003, 0.0098
O, -0.0011, -0.0007, -0.0052
O, -0.0019, 0.0035, -0.0032
O, 0.0036, 0.0001, 0.0028

The program warned: the cutoff lies below the one the program advises for these potential files; the forces do not sum to zero within the program's tolerance; the exchange-correlation potential is rough where the density is thin.
